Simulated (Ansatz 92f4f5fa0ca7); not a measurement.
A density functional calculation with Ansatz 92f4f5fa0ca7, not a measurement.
Periodic cell of 256 atoms, Si144O112, from a study of silicon, its oxide and their interface. The atomic structure is a simulated model.
Doubt: the cutoff is far below the 930 eV that the study's wrapper takes by default for these files, so forces and energies are approximate.
This geometry differs little from another in the collection (a relaxation step or a small displacement).

Settings
functional: PBE
potential files: Ansatz PAW
basis: plane waves
wave-function cutoff: 580 eV
density cutoff ratio: 5
exchange-correlation grid ratio: 1
k mesh: 1 x 1 x 1, Gamma-centred
self-consistency stop: 5e-08 eV per atom in the density residual
occupations: fixed
spin: none
net charge: 0

Cell vectors (angstrom)
a, 10.938, 0, 0
b, 0, 10.938, 0
c, 5.3342, 4.8172, 36.143

Atoms and the computed forces on them: element, x, y, z (angstrom), force x, y, z (eV/angstrom)
Si, 7.0054, 3.0611, 28.6376, 0.0622, -0.083, -0.0606
Si, 9.6563, 5.894, 28.7553, 0.0526, -0.0497, -0.0196
Si, 6.5569, 9.0889, 28.708, -0.0848, 0.1008, -0.0604
Si, 9.2066, 0.7859, 28.7801, -0.1088, 0.086, -0.0842
Si, 0.9549, 3.6634, 28.6836, -0.0372, 0.0935, -0.0816
Si, 3.6879, 6.4335, 28.5238, -0.0721, 0.0385, -0.0592
Si, 12.395, 8.7072, 28.656, 0.0636, -0.0452, -0.0493
Si, 4.2589, 0.3394, 28.6627, 0.0793, -0.0574, -0.0868
Si, 8.053, 4.7232, 29.9915, 0.0385, -0.0307, -0.0034
Si, 10.8182, 7.5334, 29.9861, 0.0104, -0.0319, -0.0183
Si, 8.0395, -0.7034, 30.1222, -0.0407, 0.0292, -0.0043
Si, 10.8183, 2.0252, 29.9928, -0.0403, -0.0087, 0.0043
Si, 2.6064, 4.8159, 29.9152, -0.0282, 0.037, -0.0049
Si, 5.3248, 7.4834, 29.9195, 0.001, 0.0202, -0.0106
Si, 13.5733, 10.232, 30.0076, 0.0202, -0.0558, 0.0009
Si, 5.3351, 2.0243, 29.944, 0.0363, -0.0442, 0.0003
Si, 6.7049, 6.15, 31.3248, -0.0241, 0.0049, -0.0198
Si, 9.4679, 8.8815, 31.3826, -0.013, 0.0172, -0.0313
Si, 6.6814, 0.7194, 31.4075, 0.0036, 0.0005, -0.0576
Si, 9.4534, 3.4065, 31.3798, 0.0017, -0.0038, -0.0409
Si, 12.1965, 6.1733, 31.3574, 0.0123, -0.0127, -0.0227
Si, 14.9428, 8.8688, 31.3659, 0.005, 0.005, -0.0258
Si, 12.2075, 11.6263, 31.3507, -0.0142, 0.0296, -0.0152
Si, 3.9775, 3.4415, 31.3035, -0.0108, 0.0119, -0.0153
Si, 5.3342, 4.8172, 32.7248, -0.0415, -0.1005, -0.2205
Si, 8.0687, 7.5517, 32.7248, -0.0631, -0.2599, -0.0951
Si, 5.3342, 10.2862, 32.7248, -0.1126, -0.1545, 0.2635
Si, 8.0687, 2.0827, 32.7248, -0.0154, -0.0426, 0.3263
Si, 10.8032, 4.8172, 32.7248, 0.0919, -0.0293, -0.0042
Si, 13.5377, 7.5517, 32.7248, 0.0972, -0.1104, 0.1361
Si, 10.8032, 10.2862, 32.7248, 0.169, -0.0098, 0.0121
Si, 13.5377, 2.0827, 32.7248, 0.1283, 0.0634, -0.2068
Si, 1.3673, -1.3673, 3.418, 0.2455, -0.0152, 0.1078
Si, 4.1018, 1.3673, 3.418, 0.0115, -0.0402, -0.1184
Si, 1.3673, 4.1018, 3.418, -0.0364, 0.1561, 0.3486
Si, 4.1018, -4.1018, 3.418, -0.6977, 0.0469, 0.0067
Si, 6.8362, -1.3673, 3.418, -0.0573, 0.1733, 0.0289
Si, -1.3673, 1.3673, 3.418, -0.0855, 0.346, -0.0604
Si, 6.8362, 4.1018, 3.418, 0.1606, 0.0284, -0.2741
Si, -1.3673, 6.8362, 3.418, 0.211, 0.1295, -0.2662
Si, 2.7777, -0.0089, 4.8051, -0.0182, -0.025, -0.0079
Si, 5.4147, 2.8049, 4.749, 0.0042, -0.0079, 0.0557
Si, 2.6725, 5.5172, 4.8657, 0.0258, 0.0039, 0.0156
Si, 5.3834, -2.6791, 4.7399, 0.007, -0.0211, -0.0332
Si, -2.7446, 0.0499, 4.7764, 0.0303, 0.0159, 0.0213
Si, -0.0289, 2.7724, 4.8154, -0.0152, -0.0051, -0.0179
Si, 8.2745, 5.4354, 4.7399, -0.0078, -0.0623, 0.0115
Si, -0.0266, -2.7006, 4.7889, 0.0255, -0.0308, 0.0028
Si, 1.3588, 1.3897, 6.0954, 0.0265, -0.0171, -0.0393
Si, 4.0722, 4.146, 6.2148, -0.0242, 0.0257, -0.153
Si, 1.2888, -4.0151, 6.2897, 0.0291, 0.0432, -0.1551
Si, 4.1691, -1.3417, 6.2791, -0.0367, 0.0583, 0.0212
Si, -4.0732, 1.5095, 6.0755, -0.0181, -0.0009, -0.0899
Si, -1.2762, 4.1979, 6.2828, 0.0055, 0.1275, -0.0157
Si, 6.7695, -4.1282, 5.8661, 0.0077, -0.0208, -0.0349
Si, -1.3359, -1.26, 6.1451, 0.0144, 0.0912, -0.1276
Si, 0.318, -0.1672, 7.4956, 0.1346, -0.0375, 0.2188
Si, 2.8492, 2.5586, 7.4708, 0.0291, -0.118, 0.231
Si, -0.4221, -4.9355, 7.741, -0.2518, 0.0126, 0.2521
Si, 2.5086, -2.4657, 7.5581, -0.0861, 0.0532, 0.0944
Si, 5.2899, 0.4539, 7.4202, -0.0774, 0.0935, 0.1566
Si, -2.9293, 3.0645, 7.4566, -0.0158, 0.1024, 0.1496
Si, 5.7827, 5.304, 7.3501, 0.1374, -0.0071, 0.1926
Si, -2.7715, -2.8053, 7.103, 0.1154, -0.2344, 0.2875
Si, 6.7014, 3.45, 34.092, 0.0155, -0.0058, -0.0032
Si, 9.4359, 6.1845, 34.092, -0.0655, -0.0278, -0.0132
Si, 6.7014, 8.919, 34.092, -0.0263, 0.0309, -0.004
Si, 9.4359, 11.6535, 34.092, -0.0506, 0.0068, -0.0068
Si, 12.1704, 3.45, 34.092, -0.0155, 0.0232, -0.0214
Si, 3.9669, 6.1845, 34.092, -0.0747, 0.006, -0.0094
Si, 12.1704, 8.919, 34.092, 0.005, 0.0315, -0.0062
Si, 14.9049, 11.6535, 34.092, -0.0417, -0.0151, -0.0068
Si, 8.0687, 4.8172, 35.4593, 0.0208, 0.0007, -0.005
Si, 10.8032, 7.5517, 35.4593, 0.0314, -0.0129, -0.0203
Si, 8.0687, 10.2862, 35.4593, 0.0445, -0.0049, -0.0123
Si, 10.8032, 2.0827, 35.4593, 0.0302, -0.0134, -0.031
Si, 2.5997, 4.8172, 35.4593, 0.0192, 0.0033, -0.0173
Si, 5.3342, 7.5517, 35.4593, 0.02, -0.0381, -0.0235
Si, 13.5377, 10.2862, 35.4593, -0.0041, 0.0065, -0.0089
Si, 5.3342, 2.0827, 35.4593, 0.0192, -0.0468, -0.02
Si, 1.3673, 1.3673, 0.6835, -0.0245, 0.0423, 0.0137
Si, 4.1018, 4.1018, 0.6835, -0.0194, -0.0032, 0.0372
Si, 1.3673, 6.8362, 0.6835, -0.0038, 0.0238, -0.0082
Si, 4.1018, -1.3673, 0.6835, -0.0139, -0.0196, 0.037
Si, 6.8362, 1.3673, 0.6835, 0.0139, -0.0127, -0.0078
Si, -1.3673, 4.1018, 0.6835, -0.0298, 0.0254, 0.0357
Si, 6.8362, -4.1018, 0.6835, -0.0714, 0.0597, 0.0087
Si, -1.3673, -1.3673, 0.6835, -0.0456, 0.0066, 0.0293
Si, 0, 0, 2.0507, 0.0883, 0.0483, 0.0559
Si, 2.7345, 2.7345, 2.0507, 0.0321, -0.0583, 0.0474
Si, 0, 5.469, 2.0507, 0.0733, 0.1036, -0.0186
Si, 2.7345, -2.7345, 2.0507, -0.0566, -0.1141, -0.0466
Si, 5.469, 0, 2.0507, 0.0845, 0.1043, -0.0251
Si, 8.2035, 2.7345, 2.0507, -0.0654, -0.0739, -0.0467
Si, 5.469, 5.469, 2.0507, 0.1225, 0.0316, 0.0508
Si, 8.2035, -2.7345, 2.0507, 0.0211, -0.0626, 0.0356
Si, 12.9913, 1.4519, 21.9192, 0.0013, -0.0143, 0.0833
Si, 0.0961, 14.0749, 23.3164, -0.0185, -0.0205, 0.0082
Si, 13.3554, 4.4731, 21.9729, -0.016, 0.0033, 0.0683
Si, -2.758, 1.5328, 19.3106, 0.0035, -0.0038, 0.0389
Si, 7.8758, 2.7268, 23.1327, 0.0082, -0.0131, 0.0383
Si, 0.8297, -2.9457, 15.3158, 0.0083, 0.0074, -0.0782
Si, 8.2807, 1.4329, 16.2241, -0.0325, -0.0104, -0.079
Si, 3.9886, -5.696, 19.5938, 0.0047, -0.0017, 0.0506
Si, -0.751, 7.2981, 10.4962, 0.0096, -0.0255, 0.0589
Si, 0.3502, 5.1244, 14.7811, 0.006, -0.0085, -0.0265
Si, 4.0855, -4.3316, 9.6187, 0.0208, 0.0284, 0.0449
Si, 8.6282, 3.9989, 14.4509, 0.013, -0.0271, -0.0574
Si, -3.0281, -2.8836, 12.2932, -0.0263, -0.0271, 0.0321
Si, 0.8795, -1.8468, 12.27, 0.0363, 0.0159, 0.0045
Si, -0.1061, 1.0625, 12.2013, 0.0919, -0.027, 0.0378
Si, 4.6332, 4.5914, 16.7632, -0.0076, 0.0051, -0.0444
Si, 5.3747, 1.356, 10.2164, -0.0433, -0.0394, 0.0916
Si, 4.1041, -3.8501, 23.0479, -0.0351, 0.0241, 0.0323
Si, 3.979, -0.4345, 16.9346, 0.0434, 0.0281, -0.0428
Si, 7.8766, 7.2655, 26.52, 0.0105, 0.0064, -0.0372
Si, 10.8728, 0.3157, 19.9637, 0.0044, 0.0001, 0.0677
Si, 5.9974, 10.304, 18.9585, -0.029, -0.0156, 0.0064
Si, 13.5303, 2.0204, 12.656, -0.0001, -0.0799, -0.0137
Si, 9.4305, 1.2443, 9.5893, -0.0067, 0.0134, 0.0702
Si, 7.9307, -0.6578, 14.336, 0.0027, -0.0104, -0.0579
Si, 3.7468, 10.3935, 11.9992, -0.0196, -0.0105, 0.0697
Si, 14.8415, 1.0552, 25.648, 0.0545, 0.0093, -0.1072
Si, -0.0723, -0.5068, 26.467, -0.0045, -0.0052, -0.0328
Si, 12.2542, 2.3307, 25.852, 0.0013, 0.0069, -0.106
Si, -2.75, -1.5838, 9.6889, -0.0124, -0.0715, 0.0824
Si, 8.1422, 6.632, 19.5354, -0.0198, 0.0168, 0.0509
Si, 11.6652, 13.1534, 14.9282, 0.0023, -0.0123, -0.0567
Si, 3.3856, 3.5936, 10.1628, 0.0392, -0.0869, 0.08
Si, 3.9853, -0.7765, 23.2233, 0.0023, -0.0182, 0.0218
Si, 6.9045, 4.1222, 20.6073, -0.0112, -0.0285, 0.1109
Si, 7.3756, 5.937, 16.6921, -0.0194, -0.0063, -0.026
Si, 5.1565, 5.8723, 25.7289, -0.0024, -0.028, -0.0786
Si, 6.2314, 8.8601, 16.421, 0.0003, 0.0311, -0.0407
Si, 6.8402, -8.9471, 12.9598, 0.0114, -0.0075, 0.041
Si, 11.7996, -0.3267, 16.9786, 0.0067, 0.0261, -0.056
Si, 4.9997, 7.7187, 12.4558, 0.0548, 0.0262, 0.0359
Si, 9.3257, -2.0299, 21.3341, -0.016, 0.0155, 0.112
Si, 7.1869, 10.5393, 22.7702, -0.0233, 0.0065, 0.0939
Si, 6.1389, 3.1458, 25.601, -0.0333, -0.0279, -0.1066
Si, 3.067, 6.3612, 14.6357, 0.0071, 0.004, -0.065
Si, 5.3186, 7.7151, 20.3251, -0.0061, -0.0125, 0.1037
Si, 9.1528, -2.005, 24.3039, -0.0465, 0.0319, -0.0475
Si, 5.228, 1.8202, 15.4862, 0.0244, -0.0203, -0.0706
O, 7.3504, -2.14, 8.4004, 0.0179, -0.0161, -0.143
O, 3.5096, 0.7134, 12.9952, -0.0153, 0.0336, -0.0018
O, 7.5776, 1.1835, 22.686, 0.0024, 0.0114, -0.0148
O, 6.8611, 9.4999, 17.7985, 0.0119, -0.0059, 0.0222
O, 6.657, 6.2577, 26.204, 0.0284, 0.0045, 0.0392
O, -1.7848, -4.0422, 7.577, -0.0407, -0.0072, -0.0983
O, 13.4991, 7.5865, 28.1471, 0.0005, -0.0233, 0.1025
O, 6.8881, 4.2017, 7.9234, -0.0208, -0.0033, -0.1385
O, 3.0571, -3.2901, 8.889, 0.0206, 0.0048, -0.0394
O, 11.0446, -0.0807, 18.3903, -0.0106, -0.0048, -0.0132
O, 5.1837, 4.3695, 25.0824, 0.0055, 0.0299, 0.0634
O, 4.556, 3.0677, 16.2497, -0.0082, 0.015, 0.029
O, 12.2611, 1.0267, 20.4951, -0.017, -0.0073, -0.0643
O, 2.3391, 3.0531, 8.9967, -0.0248, 0.007, -0.1495
O, 12.4919, 3.0559, 27.2834, -0.0034, 0.0211, 0.0953
O, -1.1758, 1.673, 11.1358, -0.0481, -0.0085, -0.0839
O, 9.6363, -0.072, 27.4421, 0.0292, -0.0062, 0.0481
O, 11.272, -1.7375, 16.2987, -0.0078, 0.0079, 0.0426
O, 5.4367, 10.2017, 28.2052, -0.0046, -0.0035, 0.1131
O, 5.3167, -4.7168, 8.6316, -0.0237, -0.0055, -0.058
O, 4.1858, 5.9021, 27.0417, 0.0008, -0.0063, 0.0797
O, 6.5511, 7.3133, 12.8375, -0.0069, 0.0027, -0.0162
O, 9.0104, 6.5144, 27.3927, -0.035, 0.0237, 0.0048
O, 3.4372, 8.6095, 23.0462, 0.0102, -0.0119, -0.013
O, 1.4103, -1.3031, 8.0591, -0.0034, -0.0074, -0.1483
O, 8.4183, -0.0056, 9.608, -0.0132, 0.0176, -0.0385
O, -0.1684, 0.7341, 8.8001, 0.0119, -0.005, -0.0847
O, 16.2289, 7.247, 21.9062, 0.019, 0.0057, -0.0348
O, 13.9836, 0.2279, 22.3348, -0.0277, 0.0338, -0.0312
O, 11.4492, 3.7045, 15.6412, -0.004, 0.0094, 0.0132
O, 11.2899, 3.2797, 24.9303, 0.0206, -0.0108, 0.0404
O, 9.4512, 3.1266, 22.965, -0.0111, 0.001, -0.011
O, 7.3077, 8.5638, 27.334, 0.0118, -0.0215, 0.0398
O, -0.3016, 6.0917, 9.4499, 0.0236, 0.001, -0.1445
O, 11.6374, 0.8423, 26.0306, -0.0245, -0.0376, 0.0487
O, 6.1545, 4.9855, 17.2134, 0.0066, 0.0002, 0.0153
O, -0.2956, 1.6906, 13.711, 0.0047, 0.0147, 0.0286
O, -6.1658, 0.1752, 18.2349, 0.0037, -0.0054, 0.0144
O, -2.2428, 2.4923, 8.8528, -0.0057, -0.0312, -0.064
O, 0.5587, -3.1219, 11.3069, -0.0047, -0.0107, -0.0587
O, 4.7057, -3.6009, 10.9133, -0.0242, -0.0183, -0.0558
O, 3.8832, 1.2869, 7.6689, 0.0305, -0.0295, -0.1072
O, 6.9417, 3.6614, 22.1722, -0.01, 0.0115, -0.045
O, 15.5468, 9.0216, 16.5834, 0.0032, 0.0002, 0.0039
O, -0.0272, 6.5728, 15.5157, 0.0034, -0.0076, 0.0097
O, 2.6239, -6.074, 20.4061, 0.0151, 0.0033, -0.0639
O, 3.5962, 0.8006, 27.2273, 0.0137, -0.0287, 0.1213
O, 6.6586, 1.4627, 16.1714, 0.0184, 0.0079, 0.051
O, 10.5172, -1.0457, 20.8066, 0.0161, 0.0158, -0.0408
O, 3.3639, 5.2128, 10.0609, -0.0075, 0.011, -0.0334
O, 7.0374, 0.4072, 19.6288, 0.0003, -0.0034, -0.0194
O, 9.5668, 1.3074, 20.1564, -0.0041, 0.004, -0.0428
O, -0.9369, 4.6867, 13.8326, 0.0038, 0.0005, 0.0331
O, 8.1602, 1.9466, 28.2428, 0.0095, -0.0051, 0.1154
O, 6.4196, 1.758, 11.4087, 0.0017, -0.008, -0.0463
O, 8.5526, -1.9253, 13.4843, -0.0169, 0.0113, 0.0029
O, -3.5351, -1.9179, 11.0695, 0.0245, 0.038, -0.0441
O, 2.1443, 2.4854, 14.1448, -0.0152, -0.0035, 0.0184
O, 4.2097, 11.5075, 15.6717, -0.0085, -0.0129, 0.0213
O, 11.802, 4.3693, 22.5186, 0.0233, 0.0076, -0.0203
O, 5.3749, 1.7173, 25.4432, 0.022, -0.0059, 0.04
O, 12.3069, 1.5144, 11.705, -0.0035, 0.0085, 0.0072
O, 9.7248, -2.5246, 22.8532, -0.0049, -0.0008, -0.0367
O, 7.9831, 5.2031, 15.3627, -0.0128, 0.0228, 0.0331
O, 3.7052, -6.2193, 18.086, -0.0079, 0.0014, 0.0037
O, 8.6962, 1.4929, 17.7728, 0.0109, -0.0051, 0.0053
O, -0.1609, -0.5778, 12.143, -0.0256, 0.0255, -0.0034
O, 7.6018, 0.5914, 13.3383, -0.007, 0.0106, 0.0041
O, -1.2939, -2.3362, 9.6613, -0.0068, 0.0428, 0.0035
O, 2.4278, -0.5753, 17.2902, -0.012, -0.0119, 0.0229
O, 3.9391, 6.9327, 13.3944, -0.021, -0.0237, 0.0162
O, 6.4499, 3.5156, 27.158, 0.0335, 0.009, 0.1023
O, 7.4854, 3.0197, 24.6914, -0.0123, 0.0076, 0.0192
O, 17.5477, 9.6941, 15.0764, -0.0104, -0.0102, 0.047
O, 6.0249, 0.6238, 8.9096, -0.0156, -0.0105, -0.134
O, -1.7474, 7.6804, 20.2423, 0.0047, -0.0253, -0.0435
O, 10.3353, -1.255, 25.1278, 0.0454, 0.0353, 0.0651
O, 2.7765, 2.1286, 25.135, -0.0272, 0.0162, 0.0442
O, 9.0123, -3.9403, 11.6518, 0.0108, 0.0185, -0.033
O, 11.6902, -2.3725, 13.7938, -0.0074, -0.0207, 0.0719
O, 4.8321, -1.5925, 12.6163, -0.0004, -0.0106, -0.0192
O, 6.6739, 7.2951, 19.5659, 0.0073, 0.0031, -0.0335
O, 4.0946, 5.5351, 15.5661, 0.0059, -0.0219, 0.0372
O, 12.7433, 5.4443, 14.0618, -0.0168, -0.0058, 0.0177
O, 5.5664, -0.6124, 22.7954, 0.0168, 0.0025, -0.0213
O, 7.7482, 3.355, 13.2118, 0.0041, 0.0085, 0.018
O, 8.4183, 6.2231, 17.9493, 0.018, -0.0061, -0.0073
O, 3.1876, 3.2417, 11.7579, -0.0023, 0.0283, -0.0661
O, -5.4123, 2.1921, 13.9214, -0.0083, 0.0004, 0.0183
O, 8.0305, 5.2986, 20.4565, 0.0114, 0.0213, -0.0389
O, 2.3997, 7.5658, 15.5297, 0.0011, 0.0034, 0.023
O, 8.6018, 7.653, 25.1252, -0.0251, -0.0362, 0.0686
O, 10.7693, 4.7916, 28.2287, 0.0359, -0.0303, 0.1141
O, 5.2472, 9.3269, 20.0581, 0.0111, -0.0157, -0.0451
O, 8.8861, -8.1843, 15.4903, 0.0111, -0.0141, 0.0339
O, 15.6336, 6.9004, 24.5534, 0.011, -0.0017, 0.0256
O, 2.9181, 2.8732, 21.9855, -0.0033, 0.0238, -0.0332
O, 6.7391, 7.3483, 16.1991, 0.006, -0.0116, 0.0118
O, 4.7867, 2.8309, 9.7873, -0.0011, 0.0463, -0.0099
O, 11.667, 1.0217, 16.0403, 0.0005, -0.0223, 0.0314
O, 3.1684, 5.7381, 22.7713, -0.0031, -0.0207, -0.0329
O, 5.3656, 4.5725, 20.2328, -0.0071, -0.0024, -0.0326
O, 4.2721, 0.2077, 10.6468, 0.0065, 0.0302, -0.0212
O, 14.776, -0.3361, 24.7973, -0.0115, 0.0138, 0.0464
O, 11.8419, 9.4045, 27.2719, -0.0366, 0.0315, 0.0282
O, 7.8796, -1.2537, 21.5358, 0.0117, -0.0157, -0.0677
O, 7.4391, 2.9329, 19.6385, 0.0074, -0.0188, -0.049
O, 4.11, 6.8829, 19.6022, -0.0051, 0.003, -0.0467
O, -2.0969, 0.0367, 15.5264, -0.0084, 0.0164, 0.0326
O, 7.8831, 9.9556, 24.1285, 0.037, -0.0324, 0.0005
O, 2.3663, -1.3786, 11.8068, -0.007, -0.0065, -0.0149
O, 11.7006, 1.6888, 22.9105, 0.0013, -0.0054, -0.0125

Results
free energy: -155242.514 eV
free energy less fixed offsets of O -568.88, Si -635.61 eV per atom: -0.114 eV

The program warned: the cutoff lies below the one the program advises for these potential files; the forces do not sum to zero within the program's tolerance; the exchange-correlation potential is rough where the density is thin.
